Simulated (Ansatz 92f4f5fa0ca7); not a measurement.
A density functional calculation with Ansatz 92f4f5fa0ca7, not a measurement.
Periodic cell of 345 atoms, Si203O142, from a study of silicon, its oxide and their interface. The atomic structure is a simulated model.

Settings
functional: PBE
potential files: Ansatz PAW
basis: plane waves
wave-function cutoff: 700 eV
density cutoff ratio: 5
exchange-correlation grid ratio: 1
k mesh: 2 x 2 x 1, shifted by 0.5 0.5 0.5 of a step
self-consistency stop: 5e-08 eV per atom in the density residual
occupations: fixed
spin: none
net charge: 0

Cell vectors (angstrom)
a  15.4687  0  0
b  0  12.8259  0
c  0  0  29.1936

Atoms: element, x, y, z (angstrom)
Si  15.0761  12.7313  23.3164
Si  4.1471  12.912  23.2478
Si  7.345  12.7328  23.1747
Si  11.9559  -0.0089  23.5644
Si  2.1753  6.3539  23.2142
Si  5.3454  6.2768  23.2189
Si  9.9559  6.2825  23.3191
Si  13.1014  6.3404  23.3075
Si  1.8747  4.0029  23.6531
Si  5.7485  3.9239  23.4803
Si  9.6506  3.9233  23.6164
Si  13.4906  4.002  23.4512
Si  -0.1084  10.3609  23.6213
Si  3.6728  10.6158  23.3647
Si  7.6322  10.3258  23.5143
Si  11.4858  10.5285  23.6805
Si  -0.0883  3.4862  24.8391
Si  3.8547  3.4777  24.8647
Si  7.6717  3.4498  24.8219
Si  11.6191  3.4346  24.8473
Si  1.8903  9.9143  24.7985
Si  5.6294  9.8506  24.6929
Si  9.5625  9.8831  24.8662
Si  13.4283  9.7983  24.8527
Si  -0.0252  1.1454  25.311
Si  3.8813  1.1793  25.322
Si  7.6896  1.0981  25.2487
Si  11.6527  1.1892  25.5044
Si  1.9149  7.5708  25.2561
Si  5.7077  7.523  25.241
Si  9.6363  7.5422  25.3132
Si  13.4598  7.4985  25.345
Si  1.9308  0.5677  26.5076
Si  5.7979  0.5428  26.5451
Si  9.6288  0.5571  26.5237
Si  13.5853  0.5361  26.6132
Si  -0.0171  6.9783  26.505
Si  3.8221  6.9924  26.537
Si  7.6702  6.9758  26.493
Si  11.5448  6.9688  26.5767
Si  -0.0155  4.6505  26.9118
Si  3.8673  4.6659  26.9199
Si  7.7182  4.6381  26.8944
Si  11.6013  4.6433  26.9071
Si  1.9365  11.0615  26.8968
Si  5.7696  11.0158  26.8409
Si  9.6532  11.0558  26.9239
Si  13.5257  11.0228  26.9069
Si  1.9336  4.081  28.1605
Si  5.8008  4.081  28.1605
Si  9.6679  4.081  28.1605
Si  13.5351  4.081  28.1605
Si  0  10.494  28.1605
Si  3.8672  10.494  28.1605
Si  7.7343  10.494  28.1605
Si  11.6015  10.494  28.1605
Si  1.9336  1.749  28.5727
Si  5.8008  1.749  28.5727
Si  9.6679  1.749  28.5727
Si  13.5351  1.749  28.5727
Si  0  8.162  28.5727
Si  3.8672  8.162  28.5727
Si  7.7343  8.162  28.5727
Si  11.6015  8.162  28.5727
Si  0  1.166  0.6159
Si  3.8672  1.166  0.6159
Si  7.7343  1.166  0.6159
Si  11.6015  1.166  0.6159
Si  1.9336  7.579  0.6159
Si  5.8008  7.579  0.6159
Si  9.6679  7.579  0.6159
Si  13.5351  7.579  0.6159
Si  1.9336  5.247  1.0281
Si  5.8008  5.247  1.0281
Si  9.6679  5.247  1.0281
Si  13.5351  5.247  1.0281
Si  0  11.6599  1.0281
Si  3.8672  11.6599  1.0281
Si  7.7343  11.6599  1.0281
Si  11.6015  11.6599  1.0281
Si  0  4.664  2.2648
Si  3.8672  4.664  2.2648
Si  7.7343  4.664  2.2648
Si  11.6015  4.664  2.2648
Si  1.9336  11.0769  2.2648
Si  5.8008  11.0769  2.2648
Si  9.6679  11.0769  2.2648
Si  13.5351  11.0769  2.2648
Si  0  2.332  2.6771
Si  3.8672  2.332  2.6771
Si  7.7343  2.332  2.6771
Si  11.6015  2.332  2.6771
Si  1.9336  8.745  2.6771
Si  5.8008  8.745  2.6771
Si  9.6679  8.745  2.6771
Si  13.5351  8.745  2.6771
Si  1.9552  1.7971  3.9259
Si  5.8021  1.7155  3.905
Si  9.6886  1.7692  3.9461
Si  13.5346  1.7588  3.9083
Si  0.019  8.1838  3.9428
Si  3.872  8.1939  3.9503
Si  7.7379  8.2104  4.0041
Si  11.6025  8.2087  3.9181
Si  0.04  5.8536  4.3168
Si  3.946  5.8646  4.2567
Si  7.773  5.8521  4.3378
Si  11.6336  5.8734  4.277
Si  1.9669  12.2822  4.2067
Si  5.849  12.2258  4.3496
Si  9.6505  12.2597  4.3446
Si  13.5281  12.2636  4.3342
Si  2.0399  5.3248  5.4739
Si  5.8314  5.1628  5.5038
Si  9.7386  5.2952  5.5434
Si  13.5521  5.2899  5.5162
Si  0.0831  11.6627  5.4089
Si  3.8432  11.615  5.4187
Si  7.7572  11.7029  5.6971
Si  11.5817  11.7838  5.6266
Si  2.1004  3.0299  5.9683
Si  5.8444  2.8447  5.9722
Si  9.8235  2.9736  6.0134
Si  13.5604  2.9448  5.9555
Si  0.1019  9.3536  6.0281
Si  3.8577  9.3533  6.0571
Si  7.7647  9.3613  6.1639
Si  11.6162  9.4381  5.9606
Si  0.1166  2.518  7.0764
Si  3.9546  2.2333  7.2836
Si  7.8441  2.452  7.1805
Si  11.7463  2.4849  7.439
Si  1.9707  8.7798  7.447
Si  5.7659  8.6636  7.3047
Si  9.7915  8.8477  7.3555
Si  13.5721  8.9152  7.1968
Si  0.4074  12.9995  7.2954
Si  3.4849  -0.0767  7.4054
Si  8.049  12.9633  7.7609
Si  11.2542  0.1128  7.7656
Si  2.3985  6.4312  7.5324
Si  5.5416  6.335  7.5095
Si  10.107  6.5067  7.5624
Si  13.2933  6.5342  7.5285
O  11.5219  6.5539  22.8379
O  3.7655  6.5392  22.7671
O  3.9638  6.1389  8.0069
O  11.7075  6.326  7.9628
O  1.9052  12.6405  7.9384
O  9.6513  12.7549  8.2011
O  13.4823  0.1699  22.9214
O  5.7439  0.1121  22.7724
O  12.0451  3.5138  8.7459
O  5.5776  9.0798  8.904
O  1.8405  9.4857  8.9746
O  9.2027  5.8293  8.7659
O  4.4514  11.9235  8.4579
O  14.2746  5.8476  8.667
O  13.5835  9.9319  8.5357
O  4.0647  2.7409  8.8779
O  7.8516  3.4988  8.4683
O  12.1742  12.1944  8.9348
O  14.6314  12.4662  8.1979
O  7.0392  12.423  8.975
O  1.4715  5.6963  8.662
O  9.982  9.6835  8.7988
O  6.526  5.8061  8.7285
O  15.4912  3.4245  8.4758
O  5.8214  2.9143  22.1418
O  3.3899  10.2527  21.7441
O  0.5621  0.5712  22.1551
O  3.2208  0.7733  22.0489
O  7.647  9.2491  22.2235
O  8.956  6.8921  22.1746
O  1.2215  7.0319  22.0435
O  8.2515  0.7048  22.0405
O  14.0233  7.0695  22.1702
O  15.3984  9.396  22.2561
O  11.2509  10.0348  22.1024
O  10.8633  0.653  22.5467
O  9.64  3.009  22.2056
O  6.2666  6.9648  22.0488
O  13.5654  3.2515  21.955
O  1.7915  3.015  22.3131
Si  11.8171  3.842  10.3487
Si  10.0945  3.775  14.3251
Si  1.0126  10.938  18.1402
Si  7.7082  8.7726  12.169
Si  11.9125  6.9465  11.3989
Si  5.2925  7.1099  15.109
Si  14.9513  6.4747  16.1652
Si  9.6784  6.7158  13.5788
Si  14.1685  9.1641  14.6578
Si  14.3575  12.4761  11.7802
Si  1.8077  1.5124  21.6769
Si  7.2824  3.435  11.5331
Si  9.6837  1.4364  21.7609
Si  9.162  8.1705  16.3949
Si  4.5873  2.2819  10.3612
Si  5.5417  12.2125  9.6421
Si  10.8154  10.5202  20.6109
Si  8.2228  11.1558  19.2094
Si  5.5692  12.6679  19.1543
Si  13.5433  1.3568  15.2048
Si  0.4565  4.846  12.2504
Si  8.4925  1.8134  16.1977
Si  11.4252  8.0904  18.5901
Si  5.9143  12.7948  15.9139
Si  1.3677  9.9818  15.4294
Si  11.1427  4.8987  18.8615
Si  10.2865  12.4413  17.1213
Si  0.9504  2.8678  19.1105
Si  3.6211  4.6038  19.0457
Si  10.2267  9.4721  10.4078
Si  3.3359  10.4505  20.1105
Si  3.9837  7.6403  18.6829
Si  5.205  9.3371  10.4701
Si  14.0037  2.5168  12.3336
Si  9.8618  1.996  11.806
Si  14.6291  8.3628  18.5922
Si  0.1016  4.9355  9.0751
Si  7.8682  4.9759  9.1528
Si  1.6465  11.5774  12.8316
Si  0.781  0.8625  16.7184
Si  11.2393  11.9681  12.162
Si  11.5375  0.5765  19.6522
Si  7.6564  7.7142  21.6528
Si  7.1861  8.2161  18.6383
Si  3.1916  3.4129  12.8326
Si  13.6575  11.4844  9.0264
Si  11.9087  11.3801  14.9698
Si  8.1156  3.643  18.6277
Si  2.3797  7.1352  15.8848
Si  12.6308  4.1532  16.1123
Si  5.7642  4.7926  16.8576
Si  15.0095  7.7479  12.055
Si  3.0998  0.828  14.5347
Si  6.9911  9.8325  14.9584
Si  5.8584  4.6015  13.9042
Si  2.0441  9.3484  10.6093
Si  13.3798  3.0678  20.331
Si  5.7522  2.7824  20.5026
Si  -0.1304  7.8762  21.6589
O  14.6633  8.9413  13.1137
O  4.4682  4.3456  13.1361
O  9.4462  5.1013  13.6292
O  1.9559  10.7806  11.4278
O  7.0227  3.8431  13.0816
O  0.861  2.228  17.612
O  7.9341  4.7239  10.7615
O  7.2406  3.2589  19.9667
O  5.0372  0.7167  10.4266
O  3.0376  7.5034  17.3417
O  11.1586  6.979  12.8767
O  9.2241  10.9264  20.488
O  3.4065  2.5744  11.4425
O  5.3702  1.3109  19.8695
O  7.1097  4.6054  17.7568
O  8.4597  7.4288  12.7423
O  12.7572  12.7544  15.2568
O  14.8811  3.2783  19.625
O  2.0398  4.123  19.0455
O  1.974  4.4677  12.6465
O  5.9014  3.1387  10.7478
O  15.1687  7.9667  20.063
O  13.5242  7.3471  11.4074
O  11.7086  11.8535  20.2178
O  14.6713  1.2456  11.52
O  10.8755  11.5274  13.6959
O  15.619  4.7969  10.6696
O  15.2566  9.8494  18.2779
O  5.584  7.965  18.5088
O  10.3708  0.4481  11.6777
O  3.0111  2.4022  14.1008
O  11  10.73  11.1194
O  15.2164  10.1638  15.4137
O  10.5492  8.4033  17.238
O  11.3724  0.4257  18.04
O  12.2147  4.1594  19.8836
O  11.1209  8.0995  10.5352
O  7.492  9.8177  18.6471
O  6.4235  11.2928  15.44
O  8.3347  2.2721  17.7621
O  1.8925  10.9925  19.5235
O  13.9638  5.1461  16.0443
O  0.8086  8.3389  11.1298
O  0.0518  11.9702  12.8084
O  9.659  0.6818  16.0639
O  3.6404  8.8873  10.8083
O  4.6167  0.382  14.9914
O  12.82  1.5489  19.9897
O  10.1458  1.2872  20.1993
O  9.0258  3.1539  15.4094
O  11.5719  4.2576  14.8624
O  0.0983  6.3639  12.7591
O  3.7479  6.1977  19.4341
O  2.1479  0.603  15.8519
O  12.9782  3.2024  11.2869
O  8.3673  9.4803  15.789
O  3.6734  6.854  14.9103
O  7.7489  7.6338  20.0422
O  7.0403  12.1701  19.6508
O  15.0061  3.6689  12.9012
O  13.342  1.9179  13.6894
O  10.3248  2.5735  13.2517
O  9.5722  4.354  18.9806
O  3.4734  8.9318  19.5274
O  8.0689  7.5193  17.4408
O  5.6694  6.3771  16.5149
O  1.9566  10.4968  16.8597
O  5.8163  8.6625  15.1502
O  14.1757  7.6524  15.3007
O  12.8248  12.3381  12.3061
O  13.0607  2.5686  16.2122
O  4.5039  3.7746  20.1337
O  7.4037  9.8411  13.3755
O  5.8619  3.9959  15.4316
O  6.0561  6.2359  13.9503
O  10.9817  9.1892  19.7007
O  14.3554  11.4832  10.4929
O  8.2429  2.1049  11.58
O  1.6776  8.4268  15.2389
O  10.9997  11.2198  16.3143
O  15.1355  7.1229  17.6575
O  6.2588  8.5062  11.4254
O  12.7601  9.9891  14.7446
O  13.014  8.3954  18.3734
O  0.4731  12.4368  17.7458
O  1.6148  1.7223  20.0767
O  4.4672  11.5499  19.6459
O  11.7229  4.5717  17.3856
O  10.4629  2.9911  10.6624
O  2.5945  12.8763  13.1595
O  1.085  6.0774  15.831
O  8.7455  9.4023  11.0845
O  7.095  1.1032  15.6877
O  4.3702  4.3385  17.5992
O  5.4769  10.9537  10.6838
O  9.613  7.2366  15.1308
O  2.0084  10.6569  14.118
O  15.0827  1.025  15.5991
O  5.5076  12.7758  17.5118
O  11.1746  6.5332  19.0804
O  11.7356  5.4431  10.7303
O  9.0932  11.8022  18.0069

Results
free energy: -209837.155 eV
free energy less fixed offsets of O -569.03, Si -635.61 eV per atom: -6.065 eV

Forces (eV/angstrom), in the order of the atoms: element, x, y, z
Si  0.0029  0.0015  0.0053
Si  0.0052  -0.0054  -0.017
Si  -0.001  0.0014  0.0086
Si  0.0041  -0.0014  0.0064
Si  -0.0029  0.0015  0.0113
Si  -0.001  -0.003  0.0022
Si  -0.0028  0.0022  0.0132
Si  -0.0008  -0.0033  0.007
Si  0.0029  -0.0044  0.0135
Si  0.0024  -0.0038  0.0146
Si  -0.0018  -0.0022  0.0106
Si  -0.0033  0.0004  0.0103
Si  -0.0051  -0.0097  0.0137
Si  0.0065  -0.0031  0.0087
Si  0.0028  -0.0065  0.0126
Si  -0.0028  -0.0075  0.0072
Si  0.0007  0.0137  -0.0131
Si  -0.0007  0.0149  -0.0304
Si  -0.0004  0.015  -0.0134
Si  0.0014  0.0098  -0.0251
Si  -0.004  0.0149  -0.0097
Si  0.0019  0.0154  -0.0183
Si  -0.0031  0.013  -0.0134
Si  0.0047  0.0133  -0.0199
Si  0.0069  -0.0112  0.0032
Si  0.0021  -0.0081  0.0258
Si  0.0021  -0.0128  0.007
Si  -0.0026  -0.0103  0.0102
Si  -0.0049  -0.014  -0.0004
Si  -0.0004  -0.008  0.0058
Si  -0.0039  -0.0137  -0.0024
Si  -0.0055  -0.0069  -0.0006
Si  -0.0015  -0.0041  -0.0103
Si  -0.006  0.0021  -0.0189
Si  0.0021  -0.0041  -0.0073
Si  -0.0065  -0.0052  -0.0089
Si  0.0054  -0.004  -0.0052
Si  0.0035  0.0014  -0.0039
Si  0.0033  -0.0003  -0.0073
Si  0.0039  0.0017  -0.0024
Si  -0.0028  0.0026  0.001
Si  -0.0028  -0.0015  0.0139
Si  -0.0019  -0.0019  0.0014
Si  -0.0028  -0.0007  0.0101
Si  -0.0002  0.0026  0.0039
Si  0.0033  -0.0065  0.008
Si  -0.0007  0.0056  0.0051
Si  0.0013  0.003  0.0114
Si  -0.0541  -0.0953  -0.1771
Si  0.0103  -0.0277  -0.0678
Si  -0.0893  -0.1021  -0.2333
Si  -0.0371  -0.0046  -0.0428
Si  -0.011  -0.1552  -0.1852
Si  0.0559  -0.0541  -0.1734
Si  -0.2973  -0.1172  -0.2671
Si  -0.1102  -0.0736  -0.027
Si  0.0111  -0.0476  -0.0379
Si  -0.0181  -0.0767  0.1408
Si  -0.1826  -0.05  0.0279
Si  0.1487  0.0485  0.6006
Si  0.0145  -0.0382  -0.0604
Si  -0.0912  0.0673  0.1671
Si  -0.0877  -0.0704  -0.1284
Si  -0.0695  0.0899  0.3809
Si  -0.0015  0.0455  0.0787
Si  0.009  0.0093  -0.0026
Si  0.0676  0.0197  0.0363
Si  0.0272  0.0177  -0.021
Si  0.0437  -0.0098  0.0113
Si  0.0251  -0.0753  0.0286
Si  -0.0155  -0.0378  0.0304
Si  0.023  -0.034  0.0061
Si  -0.0235  0.0075  -0.0086
Si  -0.0282  -0.025  -0.0376
Si  0.0063  0.0004  -0.0271
Si  -0.0457  -0.0286  -0.0053
Si  0.0337  0.0394  -0.0257
Si  -0.0475  0.0107  -0.0548
Si  -0.1198  0.0496  -0.0044
Si  0.0037  0.0173  0.0058
Si  0.0481  0.0306  -0.0155
Si  0.1295  -0.0491  -0.3611
Si  0.0405  0.1119  0.0871
Si  0.0375  0.0504  -0.2093
Si  0.0703  -0.1357  -0.7903
Si  0.1909  -0.0465  0.086
Si  -0.0235  0.0581  0.1118
Si  -0.1179  0.0421  0.071
Si  0.1218  0.1111  0.1204
Si  0.1281  0.0172  -0.0796
Si  0.1207  0.0494  0.2421
Si  -0.0335  -0.0277  -0.0233
Si  0.0767  0.0217  0.1613
Si  0.1284  0.178  0.3777
Si  -0.2146  0.0841  0.2343
Si  0.1569  0.1294  0.1681
Si  0.0017  0.0002  -0.0114
Si  0.0007  0.0034  -0.0087
Si  -0.0022  0.0052  -0.0213
Si  -0.0012  0.0015  -0.0051
Si  0.0004  0.0051  -0.0054
Si  -0.0006  0.0099  -0.0097
Si  0.0002  0.005  -0.0028
Si  0.0019  0.0093  -0.0154
Si  -0.0041  0.0003  0.0118
Si  0.0051  -0.0065  0.0044
Si  -0.0047  0  0.0114
Si  -0.0082  -0.0033  0.0074
Si  0.0018  0.0049  0.0051
Si  -0.0016  -0.0001  0.0066
Si  0.0021  -0.0042  0.01
Si  0.011  0.0002  0.0074
Si  -0.007  0.0082  -0.0011
Si  0.0079  0.0081  -0.0164
Si  -0.0011  0.0101  -0.0176
Si  0.0136  0.0103  -0.0038
Si  -0.0124  0.0083  -0.0099
Si  0.0082  0.0106  -0.0073
Si  -0.0013  0.0076  0.0021
Si  -0.0087  0.0115  0.0024
Si  0.0011  -0.0169  0.0186
Si  0.0043  -0.013  0.0153
Si  0.0027  -0.0099  0.0323
Si  0.0046  -0.0157  0.0168
Si  0.0005  -0.0135  0.0162
Si  -0.0054  -0.0157  0.0179
Si  0.0023  -0.0159  0.0105
Si  0.0081  -0.0159  0.0241
Si  -0.0087  0.0151  -0.0159
Si  0.003  -0.0002  -0.0094
Si  -0.0076  0  -0.011
Si  -0.009  -0.0006  -0.0145
Si  0.0006  -0.0023  -0.0148
Si  0.0089  0.0109  -0.0088
Si  -0.016  0.0185  -0.0161
Si  -0.0046  0.0024  -0.0144
Si  0.0042  -0.0045  -0.0008
Si  0.0023  0.0057  -0.0013
Si  -0.0012  -0.0004  -0.0167
Si  -0.001  0.0029  -0.019
Si  -0.0023  0.0063  -0.0002
Si  -0.0048  -0.0016  0.0144
Si  0.0064  -0.0062  0.0116
Si  0.0009  0.0028  -0.0074
O  0.0017  0.004  0.0005
O  0.0018  0.005  0.0006
O  0.0014  -0.0026  -0.0091
O  -0.0029  -0.0021  -0.0035
O  -0.0057  -0.0014  -0.0028
O  0.0039  -0.0029  0.0025
O  -0.0029  0.004  -0.0016
O  -0.0048  0.0017  0.0011
O  0.0024  0.0048  0.0139
O  -0.0021  0.0002  0.006
O  0.0002  0.0006  0.0135
O  0.0016  0.004  -0.0039
O  -0.0003  -0.0011  0.0012
O  0.0004  -0.0013  0.001
O  0.0026  0.0085  0.0032
O  0.0006  -0.0002  0.0088
O  0.0016  0.0086  0.005
O  0.0047  -0.0034  0.0077
O  0.0069  0.002  -0.0023
O  -0.0042  -0.0011  0.0049
O  -0.0029  -0.0038  0.0031
O  0.0037  -0.003  0.0092
O  -0.0044  0.0037  -0.0043
O  0.0017  0.0033  0.0043
O  -0.0005  -0.0003  -0.011
O  -0.0015  0.0018  -0.0076
O  -0.0027  0.0012  -0.0006
O  0.0041  -0.0002  0.0019
O  -0.0015  -0.0039  -0.0061
O  0.0013  0.0004  -0.0037
O  0.0016  0.0013  -0.004
O  -0.0006  0.0003  -0.0026
O  0.0014  0.0027  -0.0037
O  0.0011  -0.0036  -0.0061
O  -0.0018  0.0015  -0.0067
O  0.0012  0.0031  -0.0021
O  0.0027  -0.0068  -0.0035
O  -0.0022  0.0008  -0.0028
O  0.0001  -0.001  -0.0081
O  -0.0003  -0.0062  -0.0054
Si  0.0018  -0.0007  -0.0084
Si  -0.0009  0.0003  0.0011
Si  0.0007  0.0011  -0.0032
Si  0.0002  0.0013  0.0031
Si  -0.0023  -0.0005  0.0049
Si  0.0016  -0.001  0.001
Si  0.0002  -0.0004  -0.0017
Si  0.0002  0.0003  0.0027
Si  0.0019  -0.0001  0.0004
Si  -0.0008  -0.0033  0.0041
Si  -0.0017  0.0056  0.0035
Si  -0.0001  0.0032  0.0016
Si  -0.0021  0.0059  0.0032
Si  -0.0001  0.0003  -0.0017
Si  -0.0014  0.0013  -0.0023
Si  0.0017  0.0004  -0.0011
Si  -0.0004  -0.0007  0.0037
Si  0.0003  0  -0.0008
Si  0.0001  0.0016  -0.0023
Si  0.001  0.0012  0.0002
Si  -0.0018  -0.0001  0.0016
Si  -0.0012  0.0005  -0.001
Si  -0.0009  0.001  -0.0022
Si  -0.0001  0.0005  -0.0015
Si  -0.0005  0.0021  -0.0013
Si  0.0002  0.0002  -0.0019
Si  -0.0013  0.0006  -0.0015
Si  0.0008  -0.0018  -0.0009
Si  0.0005  -0.0003  0.0001
Si  -0.0006  0.0021  -0.0022
Si  0.0002  0.0006  0.0022
Si  0.0006  -0.0003  -0.0018
Si  -0.0018  0.0002  -0.0018
Si  -0.0016  0.0022  0.0057
Si  -0.0004  0.0025  0.0038
Si  0.0006  -0.0009  -0.0008
Si  0.0034  0.0038  -0.0024
Si  0.0021  -0.0074  -0.0025
Si  0.0015  0.0009  0.0047
Si  0.0008  0.0009  -0.0027
Si  0.0005  -0.0009  0.0036
Si  -0.0003  0.0003  -0.0028
Si  0.0011  0.0031  0.0081
Si  0.0016  -0.0012  -0.0007
Si  -0.0016  -0.0009  0.005
Si  -0.0063  -0.0038  0.0002
Si  -0.0019  0.0006  0.0002
Si  -0.0002  0.0006  -0.0006
Si  0.0002  0.0004  -0.002
Si  -0.0005  0.0006  -0.0007
Si  -0.0007  -0.0006  -0.0021
Si  0.0013  -0.0008  0.0052
Si  0.0002  0.0014  0.0004
Si  0.001  0.0014  0.0008
Si  -0.0003  -0.0009  0.0026
Si  0.0009  0.0012  -0.0028
Si  0.0006  0  0.0058
Si  -0.0001  0.0013  0.0074
Si  -0.0003  0.0013  0.0075
O  -0.0008  -0.0004  -0.0014
O  0.0017  -0.0001  -0.0019
O  0.002  0.0004  -0.0013
O  -0.0016  0.0005  -0.0003
O  -0.0016  0.0001  -0.0029
O  -0.0001  -0.0009  0.0017
O  -0.0015  -0.002  0.0017
O  0.0002  0.0006  -0.0034
O  -0.0009  0.0029  -0.0009
O  -0.0007  0.0011  -0.0005
O  -0.0014  -0.0006  -0.0031
O  0.001  0.0021  -0.0035
O  0.0004  0.0014  -0.0006
O  0  -0.0012  -0.0012
O  -0.001  -0.0012  0.0007
O  0.0016  0.0017  -0.0014
O  -0.0003  0.0002  -0.001
O  0.002  -0.001  -0.0003
O  0.0014  -0.0016  0.0003
O  -0.0006  -0.0011  -0.0037
O  0.0017  -0.001  -0.0004
O  -0.0019  0.002  -0.0057
O  0  -0.0001  -0.0031
O  -0.0021  0.0017  -0.0006
O  -0.0018  0.0001  -0.0021
O  0.0023  0.0001  -0.0017
O  0.0024  0  0.0023
O  0.0014  0.0003  0.0017
O  0.0018  0.0009  0.0014
O  0.0009  0  -0.0021
O  0.0006  0  -0.003
O  -0.0002  0.0008  0.001
O  0.0015  -0.0021  -0.0024
O  -0.0006  -0.0013  0.0029
O  -0.0008  -0.0009  0.0004
O  -0.0007  -0.0003  -0.0017
O  0.0014  -0.0009  -0.0009
O  -0.0001  -0.0005  0.0014
O  -0.0004  0.0002  -0.0009
O  0.0001  0.0016  -0.0006
O  -0.0017  -0.0003  -0.0035
O  -0.0004  0.0009  0.0001
O  -0.0022  0.0006  -0.0013
O  0.0011  -0.0002  -0.0045
O  -0.0006  0.0003  0.0016
O  -0.0006  0.0023  -0.0032
O  -0.0003  0.0001  -0.0007
O  -0.0033  0.0007  -0.0004
O  0.0039  -0.0019  -0.0024
O  0.0007  -0.0002  -0.0011
O  -0.0003  -0.0013  -0.0013
O  -0.0008  0.0009  -0.0041
O  -0.0001  0.0008  -0.0022
O  -0.0002  0.0008  -0.0002
O  0.003  -0.0015  -0.001
O  -0.0014  -0.0016  -0.0016
O  0.0015  0.0005  -0.0001
O  -0.0024  0.002  -0.0081
O  -0.0011  -0.001  -0.0012
O  -0.0006  0.0002  -0.0043
O  -0.0001  -0.0008  -0.0007
O  -0.0008  0.0017  -0.0036
O  0.0007  -0.0001  -0.0011
O  0.0005  -0.0008  -0.0013
O  0.0004  0.0038  0.0015
O  -0.0009  -0.0022  -0.0032
O  -0.0021  -0.0005  0.0006
O  0.001  0.0001  -0.0019
O  0.0005  0.002  -0.0003
O  0.001  0.0016  -0.0055
O  -0.0003  0.0018  -0.0023
O  -0.0004  0.0011  -0.0053
O  0.0004  -0.0016  -0.0013
O  0.0001  0.0036  -0.0016
O  -0.0023  -0.0006  0.001
O  -0.0001  -0.0014  -0.0034
O  0.0016  0.0019  0.0004
O  0.0003  0.0004  -0.002
O  0.0004  0.0018  0.0002
O  -0.0005  0.0026  -0.0002
O  -0.0006  0.0007  0.0001
O  0.0016  0.0018  -0.0031
O  0.0005  0.0006  -0.001
O  0.0003  -0.0003  0.0012
O  0.0012  -0.0004  0.0008
O  -0.0018  0.0036  -0.0039
O  0.0002  0.0009  0.0007
O  0.0013  0.0006  0.0006
O  -0.0002  -0.0019  0.0029
O  -0.0006  0.0014  -0.0028
O  -0.0001  -0.0003  -0.0002
O  -0.0023  -0.002  -0.0011
O  0.0003  -0.0005  0.0014
O  0.0016  0.0019  0.0015
O  -0.0002  -0.0018  -0.0027
O  -0.0008  0.0014  -0.0019
O  -0.0022  -0.001  -0.0011
O  -0.0011  0.0008  0.0008
O  0.0012  0.0003  0.0005
O  0.0009  0.0007  -0.001
O  0.0005  0.0027  0.0009
O  0.0016  0.0004  0.0003

The program warned: the cutoff lies below the one the program advises for these potential files; the exchange-correlation potential is rough where the density is thin.
